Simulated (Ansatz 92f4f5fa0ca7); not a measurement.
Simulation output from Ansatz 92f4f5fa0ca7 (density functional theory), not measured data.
Periodic cell of 220 atoms, Si132O88, from a study of silicon, its oxide and their interface. The atomic structure is a simulated model.
Doubt: the cutoff is far below the 930 eV that the study's wrapper takes by default for these files, so forces and energies are approximate.
This geometry differs little from another in the collection (a relaxation step or a small displacement).

Settings
functional: PBE
potential files: Ansatz PAW
basis: plane waves
wave-function cutoff: 580 eV
density cutoff ratio: 5
exchange-correlation grid ratio: 1
k mesh: 1 x 1 x 1, Gamma-centred
self-consistency stop: 5e-08 eV per atom in the density residual
occupations: fixed
spin: none
net charge: 0

Cell vectors (angstrom)
a	10.938	0	0
b	0	10.938	0
c	0	0	32.5279

Atoms: element, x, y, z (angstrom)
Si	-0.2509	0.283	25.1338
Si	5.6658	-0.2986	25.1174
Si	2.3644	2.9886	25.061
Si	8.4702	2.5075	25.1019
Si	0.1316	5.2349	24.9191
Si	5.2226	5.7821	25.0707
Si	2.9775	8.0009	25.0053
Si	7.8989	8.4186	25.0465
Si	1.3011	1.4284	26.461
Si	6.824	1.3565	26.3546
Si	4.0456	4.1303	26.3058
Si	9.5819	4.1155	26.3932
Si	1.3288	6.8304	26.2578
Si	6.7851	6.879	26.433
Si	4.0823	9.53	26.4318
Si	9.5214	9.573	26.3488
Si	2.7177	0.0186	27.739
Si	8.1877	0.0051	27.754
Si	-0.0316	2.7782	27.8129
Si	5.4409	2.755	27.6934
Si	2.6999	5.4929	27.714
Si	8.1888	5.4836	27.7314
Si	-0.0083	8.2033	27.6881
Si	5.449	8.2165	27.8136
Si	4.1018	1.3673	29.1096
Si	9.5708	1.3673	29.1096
Si	1.3673	4.1018	29.1096
Si	6.8362	4.1018	29.1096
Si	4.1018	6.8362	29.1096
Si	9.5708	6.8362	29.1096
Si	1.3673	9.5708	29.1096
Si	6.8362	9.5708	29.1096
Si	0	0	30.4769
Si	5.469	0	30.4769
Si	2.7345	2.7345	30.4769
Si	8.2035	2.7345	30.4769
Si	0	5.469	30.4769
Si	5.469	5.469	30.4769
Si	2.7345	8.2035	30.4769
Si	8.2035	8.2035	30.4769
Si	1.3673	1.3673	31.8441
Si	6.8362	1.3673	31.8441
Si	4.1018	4.1018	31.8441
Si	9.5708	4.1018	31.8441
Si	1.3673	6.8362	31.8441
Si	6.8362	6.8362	31.8441
Si	4.1018	9.5708	31.8441
Si	9.5708	9.5708	31.8441
Si	2.7345	0	0.6835
Si	8.2035	0	0.6835
Si	0	2.7345	0.6835
Si	5.469	2.7345	0.6835
Si	2.7345	5.469	0.6835
Si	8.2035	5.469	0.6835
Si	0	8.2035	0.6835
Si	5.469	8.2035	0.6835
Si	4.1018	1.3673	2.0507
Si	9.5708	1.3673	2.0507
Si	1.3673	4.1018	2.0507
Si	6.8362	4.1018	2.0507
Si	4.1018	6.8362	2.0507
Si	9.5708	6.8362	2.0507
Si	1.3673	9.5708	2.0507
Si	6.8362	9.5708	2.0507
Si	0	0	3.418
Si	5.469	0	3.418
Si	2.7345	2.7345	3.418
Si	8.2035	2.7345	3.418
Si	0	5.469	3.418
Si	5.469	5.469	3.418
Si	2.7345	8.2035	3.418
Si	8.2035	8.2035	3.418
Si	1.4295	1.301	4.7813
Si	6.86	1.3715	4.8632
Si	4.1743	4.0393	4.7985
Si	9.5798	4.0718	4.7742
Si	1.4077	6.7968	4.7492
Si	6.7766	6.873	4.7365
Si	4.1238	9.5631	4.833
Si	9.5601	9.6146	4.7408
Si	2.8198	-0.0141	6.2663
Si	8.268	0.0208	6.2346
Si	0.0357	2.6667	6.0945
Si	5.5708	2.7579	6.3291
Si	2.7673	5.4062	6.1001
Si	8.1523	5.4874	6.0066
Si	0.0487	8.2393	5.9854
Si	5.47	8.1983	6.2348
Si	3.9305	1.6319	7.6324
Si	9.9894	1.0849	7.5336
Si	1.6114	3.7946	7.3786
Si	6.7221	4.4876	7.5878
Si	4.296	6.5311	7.4676
Si	9.3571	7.0869	7.1531
Si	1.1951	9.6587	7.4458
Si	7.1675	9.2978	7.4899
O	1.2736	4.1045	24.4872
O	6.7948	9.5599	24.5655
O	2.7423	2.7316	7.9221
O	8.3106	8.1568	7.862
O	5.4855	5.5087	8.005
O	0.0916	-0.1463	7.9075
O	4.1069	6.8824	24.5331
O	9.5691	1.381	24.5827
O	1.6454	8.8579	8.826
O	0.8869	4.2595	8.7775
O	9.75	1.7481	9.0466
O	6.6644	9.8799	8.9579
O	4.4513	1.2307	9.1517
O	3.4726	6.9494	8.8355
O	7.5507	4.2086	9.0126
O	10.0602	6.2368	8.3439
O	2.9083	2.1386	23.7614
O	4.8356	0.2476	23.8102
O	7.926	3.3035	23.7682
O	10.302	5.7697	23.545
O	8.4223	7.6535	23.6907
O	2.4364	8.7525	23.6436
O	6.058	5.2518	23.7524
O	0.5715	10.635	23.853
Si	3.2086	9.2673	11.9248
Si	8.2083	4.7972	10.3916
Si	7.0708	4.7507	17.4951
Si	4.2966	1.6043	23.1001
Si	12.3565	3.3582	19.2334
Si	8.0127	-2.9529	14.5435
Si	1.088	9.3702	22.9603
Si	4.0232	12.9308	20.0847
Si	-2.3648	2.9587	12.6643
Si	-3.9254	14.1848	20.1349
Si	1.0909	-4.4937	18.6663
Si	0.8665	11.2043	12.4698
Si	10.327	9.7764	14.8748
Si	-6.0118	3.1169	16.0595
Si	7.1813	10.2637	10.4589
Si	0.6691	17.6617	15.5679
Si	-1.3833	4.2045	15.4372
Si	0.002	5.4422	9.4242
Si	5.0062	7.4309	13.5082
Si	6.5603	3.8606	23.078
Si	7.4205	7.6807	17.4176
Si	9.8075	1.0626	10.5347
Si	2.1428	11.6377	18.1946
Si	9.7824	1.8599	19.7703
Si	4.6269	0.7896	10.7046
Si	3.0081	2.2286	13.0275
Si	2.2091	7.5657	9.6494
Si	5.8645	9.6506	15.6362
Si	3.1562	5.0313	14.4558
Si	9.7084	7.1334	22.8203
Si	11.2616	10.1901	20.2114
Si	7.2954	-3.5973	11.773
Si	-1.3949	7.5455	19.7434
Si	3.5947	0.5544	15.7599
Si	9.6233	12.37	16.5696
Si	7.0582	1.5053	14.7786
O	4.2987	9.9843	15.7405
O	10.2384	-0.0477	16.099
O	8.6835	-0.1057	10.5271
O	0.1564	8.29	15.043
O	4.3731	-4.7889	14.227
O	2.8218	14.0673	20.1081
O	1.8541	5.9997	14.6158
O	-1.7782	14.8378	13.8605
O	-2.872	1.5389	16.0438
O	-1.0867	4.7947	10.4517
O	10.3335	-4.4768	18.8478
O	8.3033	7.4018	16.0163
O	-3.1857	1.7147	13.3312
O	3.4357	12.1804	14.2852
O	1.3357	9.9239	21.4619
O	8.1849	7.1373	13.1752
O	8.2749	2.2154	20.3241
O	10.2242	8.9959	19.9227
O	4.0721	1.2732	21.5421
O	-3.725	8.9068	11.3822
O	6.8232	4.1108	21.5029
O	8.1891	7.9121	18.8092
O	12.1249	10.5395	18.88
O	6.551	6.3103	17.4967
O	-2.7104	4.4932	16.3658
O	9.6437	2.205	11.6886
O	10.767	10.706	13.6084
O	5.9399	2.7118	14.8222
O	6.4602	10.9157	14.8348
O	-0.5221	16.5269	15.4261
O	-2.1797	-1.5347	14.4526
O	3.9977	1.8776	11.7578
O	-7.3728	11.7683	19.0141
O	2.7561	7.9566	11.1245
O	5.7912	6.8834	12.2175
O	1.852	-3.6322	19.7007
O	6.2137	8.2729	14.5427
O	9.2269	6.9551	21.2628
O	1.473	12.7051	12.7231
O	-0.0677	8.243	22.9678
O	6.5338	9.0419	16.9879
O	-3.4224	4.2977	18.9821
O	2.2672	0.2394	16.6145
O	-0.0309	3.0488	19.9889
O	1.4097	4.8038	18.5611
O	3.9576	10.2501	10.8879
O	5.4058	2.7584	23.3357
O	3.67	4.1039	15.7004
O	5.5579	13.4808	19.7801
O	-3.2567	3.9178	11.6691
O	4.098	8.7134	13.1874
O	6.2058	0.5091	11.032
O	9.5998	1.4825	18.1764
O	-0.6282	13.7602	15.9629
O	4.4591	1.6539	16.612
O	1.4935	13.127	18.0734
O	5.7551	-7.0677	17.1918
O	1.0424	6.5087	10.0643
O	1.2417	6.9083	17.0393
O	2.01	10.0699	12.6081
O	7.7793	6.3764	10.587
O	11.1893	0.2859	10.9569
O	10.3125	11.4866	20.5709
O	3.0211	3.865	13.2739

Results
free energy: -133959.397 eV
free energy less fixed offsets of O -568.88, Si -635.61 eV per atom: 2.563 eV

Forces (eV/angstrom), in the order of the atoms: element, x, y, z
Si	-0.0016	0.0028	-0.0041
Si	-0.0024	0.003	0.0064
Si	-0.0029	0.0022	-0.0012
Si	-0.0024	0.0024	0.0051
Si	-0.0016	0.0028	-0.0001
Si	-0.0034	0.0042	-0.0013
Si	-0.0003	-0.0017	-0.0003
Si	-0.0025	0.0022	-0.0042
Si	0.0011	0.0001	0.0018
Si	0.0005	-0.0014	-0.0013
Si	0.0013	-0.0008	0.0017
Si	0.0009	-0.002	-0.0013
Si	0.0009	-0.0014	-0.0009
Si	-0.0001	-0.0006	0.001
Si	0.0031	-0.0003	-0.0007
Si	-0.0007	-0.0009	0.0017
Si	-0.0025	0.0018	-0.0008
Si	0.0003	0.0007	-0.0011
Si	0.0002	0	-0.0014
Si	-0.0008	0.0005	-0.0014
Si	-0.0007	0.0006	0
Si	-0.0006	0.0003	-0.0007
Si	-0.0003	0.0008	-0.0005
Si	-0.0019	-0.001	-0.0005
Si	0.0384	0.1034	-0.1682
Si	-0.1907	-0.0291	0.2647
Si	0.1197	0.2903	0.2635
Si	-0.1147	-0.0273	-0.2406
Si	-0.2856	-0.1725	0.1951
Si	0.0657	0.0586	-0.2164
Si	-0.1137	-0.0718	-0.2357
Si	0.0316	0.1574	0.3532
Si	-0.03	-0.0167	-0.02
Si	0.0814	-0.0102	0.0054
Si	0.0194	0.0446	-0.0208
Si	-0.0233	-0.1174	0.0051
Si	0.0748	0.0059	-0.0031
Si	-0.0709	-0.0427	-0.0138
Si	0.0161	-0.0664	0.0002
Si	0.0155	0.034	-0.0215
Si	0.0004	-0.0008	-0.0203
Si	-0.0271	0.0645	-0.0037
Si	0.0218	-0.026	0.0016
Si	0.0185	0.0613	-0.0385
Si	-0.0872	0.0039	-0.0199
Si	0.0147	0.0213	-0.0257
Si	-0.0415	0.0198	-0.0288
Si	-0.0085	-0.013	-0.0073
Si	0.0426	-0.0417	0.0277
Si	-0.0021	-0.0064	0.009
Si	-0.0248	-0.0254	0.0123
Si	0.0194	-0.035	0.0295
Si	-0.0009	0.0484	0.0011
Si	0.0043	-0.0438	0.024
Si	0.0668	-0.0147	0.0206
Si	-0.0042	-0.0054	0.0171
Si	-0.0506	0.0711	0.0057
Si	0.0616	0.035	0.0048
Si	-0.021	0.0316	0.0179
Si	-0.0081	0.0574	0.0245
Si	-0.0262	-0.0567	-0.0155
Si	-0.0223	0.02	0.0283
Si	-0.0893	0.0144	0.0124
Si	0.0783	0.0094	-0.0085
Si	0.1951	0.0939	-0.3348
Si	0.1273	0.0702	0.456
Si	0.2928	-0.2412	0.0525
Si	-0.0908	-0.1878	0.0986
Si	0.0017	-0.1883	-0.0871
Si	-0.2076	-0.1086	-0.2613
Si	0.2577	0.0759	0.0561
Si	-0.1404	0.1729	-0.1931
Si	0.0012	-0.0007	-0.0008
Si	0.0002	0.0003	0.0016
Si	0.0074	-0.0022	0.0033
Si	0.0038	-0.003	0.0011
Si	0.0018	-0.0008	0.0019
Si	0.0015	-0.0039	0.0018
Si	0.0013	-0.0017	0.0014
Si	0.0007	-0.003	-0.0059
Si	0.0002	0.0034	0.0036
Si	-0.0044	0.006	-0.0024
Si	-0.0019	0.0034	-0.0046
Si	-0.0061	0.0053	0.0024
Si	-0.0037	-0.0024	-0.0054
Si	-0.0068	0.0069	0.0072
Si	-0.0017	-0.001	0.0073
Si	0.0002	0.0042	-0.0051
Si	0.003	-0.0031	-0.0056
Si	0.0007	-0.001	0.0139
Si	0.005	-0.0035	0.0091
Si	0.0008	-0.0013	-0.0141
Si	0.0088	-0.0076	0.0426
Si	0.0009	-0.0014	-0.0156
Si	0.0064	-0.0067	0.0009
Si	0.0029	-0.0043	0.0055
O	0.0032	-0.0055	0.0002
O	0.0056	-0.0052	-0.0016
O	-0.0059	0.0049	-0.0005
O	-0.0064	0.006	0.0039
O	-0.015	0.0107	-0.0015
O	-0.0048	0.0054	-0.0022
O	0.0029	-0.0032	-0.0001
O	0.0049	-0.0043	-0.0009
O	0.0035	-0.0035	0.006
O	-0.0001	0.0016	-0.0043
O	0	-0.0164	0.0124
O	0.0087	-0.0013	0.012
O	-0.001	-0.0003	0.003
O	-0.0073	0.0047	-0.0221
O	0.0003	0.001	0.0038
O	0.0009	-0.0018	0.0048
O	-0.0009	0.0013	0.001
O	-0.0002	-0.0008	-0.0036
O	-0.0008	0.0008	-0.0026
O	-0.0005	0.0002	0.0006
O	-0.0022	0.0022	0.0061
O	0.0012	0.0001	0
O	-0.0004	0.0001	0.0004
O	-0.0025	0.0023	0.0047
Si	0.003	-0.0122	0.0036
Si	-0.0012	-0.0006	-0.0009
Si	0.0072	0.0002	0.0009
Si	0.001	0.0009	0.0038
Si	-0.0039	-0.0069	0.0092
Si	-0.0109	-0.009	0.0015
Si	-0.0018	-0.0042	-0.0002
Si	0.0027	-0.0008	0.0028
Si	-0.0009	0.0001	0.0019
Si	0.0009	0.0006	0.0015
Si	-0.0636	-0.0023	0.0366
Si	-0.0057	0.003	-0.0017
Si	-0.0032	-0.0006	-0.0021
Si	0.0017	-0.0018	-0.0012
Si	0.0515	-0.0024	0.0139
Si	-0.0018	0.0018	-0.0065
Si	-0.0027	0.0003	0.0019
Si	0.0032	0.0003	0.0029
Si	0.0046	-0.0119	0.0177
Si	0.0017	0	0
Si	0.0101	0.0029	0.011
Si	-0.0117	-0.0244	-0.011
Si	0.0006	-0.0009	-0.0012
Si	-0.0011	-0.0033	0.0022
Si	-0.0005	0.0009	-0.0069
Si	0.0037	-0.0006	-0.0007
Si	0.0167	0.001	-0.0008
Si	0.0026	-0.0091	-0.0117
Si	0.0087	0.0009	-0.0057
Si	0.0054	-0.0018	-0.0078
Si	0.0148	0.0053	0.0083
Si	-0.0072	0.0084	-0.0031
Si	0.0128	-0.0681	-0.0325
Si	0.0041	-0.0002	-0.0022
Si	-0.0006	0.0004	-0.0004
Si	0.0001	-0.0013	-0.0007
O	-0.0033	0.0038	0.0012
O	0.0014	-0.0008	0.0011
O	-0.037	-0.0051	-0.0035
O	0.0042	-0.0036	0.0035
O	0.0022	0.0111	-0.0089
O	-0.0027	0.003	-0.004
O	-0.0011	0.0024	0.0047
O	-0.0003	-0.001	-0.0014
O	-0.0003	-0.0001	0.0003
O	0.0016	0.0005	-0.0002
O	0.0726	0.0424	0.027
O	0.0016	0.0022	-0.0073
O	0.0004	0.0006	0
O	0.0003	-0.0021	0.0012
O	0.0001	0	-0.0047
O	-0.0014	0.0029	0.0009
O	-0.0001	-0.0002	-0.0011
O	-0.0148	0.0348	-0.0024
O	-0.0005	-0.001	-0.0039
O	-0.0038	0.021	-0.0185
O	-0.0008	-0.0006	0.0003
O	0.0017	-0.0036	-0.0028
O	0.001	-0.0045	0.0008
O	-0.0046	0.0004	-0.0002
O	0.0005	-0.0013	-0.0024
O	0.0001	-0.0017	-0.0024
O	0.0003	-0.0046	-0.003
O	-0.0009	0.0002	0.0017
O	0.0013	0.0005	0.0011
O	0.0027	0.0027	0.0019
O	0.0023	0.0053	0.0023
O	-0.0035	0.0029	0.005
O	0.0007	-0.0004	-0.0004
O	-0.0196	-0.0137	-0.0147
O	0.0122	0.0066	0.0012
O	-0.0365	-0.0204	-0.0164
O	-0.0079	0.0016	0.0003
O	-0.0038	-0.0006	-0.0012
O	-0.0076	0.0043	0.0038
O	-0.0003	0.002	0.0007
O	0.0028	-0.002	0.0044
O	-0.0008	-0.0028	0.0015
O	-0.001	0.0003	0.0034
O	0.0082	0.0041	-0.0054
O	0.0065	0.0005	-0.0049
O	0.0198	-0.0038	-0.0155
O	-0.0007	-0.0007	-0.0008
O	-0.0008	0.001	-0.0007
O	-0.0014	-0.0006	-0.0012
O	-0.0002	0.0004	0.0005
O	-0.0052	0.0009	-0.0019
O	0.0143	0.0001	-0.0026
O	0.001	-0.0001	0.0006
O	0.0006	0.0008	0.0011
O	-0.0027	-0.0011	-0.0023
O	0.0002	0.0027	-0.0004
O	-0.0034	-0.0012	-0.0009
O	-0.0011	-0.0028	0.001
O	-0.0001	0.0058	-0.0159
O	0.0101	0.0145	0.014
O	0.0007	0.0012	0.0021
O	-0.0191	0.009	-0.0066
O	-0.0039	0.0075	-0.002
O	0.0023	0.0058	0.0056

The program warned: the cutoff lies below the one the program advises for these potential files; the forces do not sum to zero within the program's tolerance; the exchange-correlation potential is rough where the density is thin.
